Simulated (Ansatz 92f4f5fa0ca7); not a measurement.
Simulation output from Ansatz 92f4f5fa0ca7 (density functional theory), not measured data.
Periodic cell of 186 atoms, Si104O82, from a study of silicon, its oxide and their interface. The atomic structure is a simulated model.

Settings: functional r2SCAN; potential files Ansatz norm-conserving; basis plane waves; wave-function cutoff 1300 eV; density cutoff ratio 4; exchange-correlation grid ratio 1; k mesh 2 x 2 x 1, shifted by 0.5 0.5 0.5 of a step; self-consistency stop 5e-08 eV per atom in the density residual; occupations Fermi-Dirac, 0.05 eV; spin none; net charge 0.

Cell vectors (angstrom)
a  11.5403  0  0
b  0  11.5403  0
c  1.5308  5.2085  24.2128

Atoms and the computed forces on them: element, x, y, z (angstrom), force x, y, z (eV/angstrom)
Si  0.2756  1.5672  0.1726  -0.0685  -0.3095  -0.8615
Si  0.2419  7.0394  0.1063  0.1423  0.392  -0.7244
Si  0.2914  10.0629  0.8507  0.0868  -0.0486  -0.9568
Si  4.2029  1.6791  0.3822  0.1879  -0.4125  -0.8561
Si  3.9477  7.1209  0.5299  0.102  0.4699  -0.9897
Si  4.1291  10.1936  0.9948  -0.052  -0.1735  -1.2224
Si  7.8777  2.4933  0.7098  -0.1104  -0.0592  -0.649
Si  7.6352  5.5722  -0.0672  -0.4934  -0.1073  -0.4913
Si  8.1718  10.9066  0.5579  -0.0839  -0.0619  -0.6609
Si  2.1485  2.2794  1.499  0.081  0.0446  -0.0683
Si  2.0078  6.4684  1.6406  -0.1052  -0.011  -0.0889
Si  2.174  10.1436  2.159  -0.2107  -0.0257  -0.1525
Si  5.9131  2.3997  1.8933  -0.3094  0.035  -0.1085
Si  5.9458  6.2873  1.5337  -0.1342  0.1045  -0.0882
Si  6.2367  10.1424  1.8463  0.2768  0.2715  -0.1888
Si  9.9851  2.4025  1.6605  0.3286  -0.03  -0.0148
Si  9.7207  6.3558  1.2438  0.1795  -0.0738  -0.0525
Si  9.8523  10.2121  2.0303  -0.0687  0.1597  -0.0888
Si  2.0672  4.3721  2.7977  0.0186  -0.0168  -0.2738
Si  2.0812  8.1541  3.2571  -0.0308  0.037  0.4422
Si  2.129  12.1555  3.2095  -0.1023  0.0019  0.3693
Si  5.8241  4.4629  3.0183  0.04  0.0081  0.1722
Si  6.1113  8.1388  3.0557  -0.0089  -0.1519  0.1951
Si  6.0294  12.0246  3.217  0.1169  -0.0142  0.3951
Si  9.9331  4.4954  2.8288  -0.104  -0.0803  -0.0894
Si  9.7202  8.1259  3.0419  -0.0487  -0.1764  -0.1096
Si  9.8806  12.1558  3.2503  0.1459  0.0924  0.2967
Si  0.2484  4.4471  4.315  -0.0426  -0.0346  0.0642
Si  0.1115  8.2202  4.5031  0.1225  0.0051  0.0278
Si  0.2452  12.0687  4.6005  0.0242  0.2387  -0.0041
Si  3.8717  4.4438  4.3199  0.0975  -0.0502  0.0314
Si  4.0984  8.1882  4.4503  -0.0174  -0.1155  -0.0033
Si  4.0623  12.0275  4.5263  0.0352  0.0661  -0.0545
Si  7.9205  4.4588  4.2204  0.0371  -0.0171  -0.2794
Si  7.9129  8.1518  4.5232  -0.1227  -0.0173  0.028
Si  7.9315  12.1238  4.5604  -0.2606  -0.014  -0.0993
Si  0.2294  2.5373  5.7418  -0.0673  0.0162  0.0565
Si  0.2301  6.3063  5.8267  -0.1764  0.0283  -0.0375
Si  0.1909  10.1169  5.9702  -0.0974  -0.1627  0.0079
Si  3.9995  2.5178  5.6553  0.0491  0.0489  0.1832
Si  3.8855  6.2887  5.8097  0.2178  0.0485  0.1203
Si  4.0583  10.0784  5.8896  -0.0938  -0.0577  -0.0503
Si  7.866  2.6225  5.6728  0.0448  -0.0872  0.2024
Si  7.9157  6.2108  5.8199  0.0065  0.122  0.1671
Si  7.8572  10.1318  5.8275  0.2111  -0.0574  -0.1022
Si  2.1598  2.4356  7.1029  0.2253  -0.175  -0.0575
Si  2.0219  6.3621  7.3714  0.0884  0.0462  0.1724
Si  2.1834  9.9984  7.3516  -0.0558  -0.134  0.0671
Si  5.8959  2.6329  6.9977  -0.1428  0.1764  -0.2512
Si  5.8622  6.1756  7.0418  -0.0249  -0.1173  -0.262
Si  5.9858  10.117  7.2456  -0.0248  -0.001  0.2744
Si  9.7994  2.5666  6.9903  0.029  0.0445  -0.3754
Si  9.889  6.3293  7.2104  0.0648  0.0614  -0.0817
Si  9.7029  10.1485  7.2437  -0.0269  -0.0109  -0.0847
Si  1.9687  4.2785  8.4936  -0.0551  0.0281  0.5433
Si  2.0612  8.2059  9.0562  0.1037  0.2306  0.0908
Si  2.2615  12.0311  8.5173  0.1172  0.2536  0.201
Si  5.6525  4.4071  8.5371  -0.0063  -0.1302  0.8079
Si  5.9344  7.991  8.4396  0.1023  0.0607  -0.1556
Si  6.0193  12.2853  8.3052  -0.1048  -0.0864  -0.0172
Si  9.7821  4.3588  8.4336  0.2458  -0.1394  0.5125
Si  9.7826  8.2575  8.6689  -0.1116  -0.0693  -0.0006
Si  9.778  12.2256  8.3497  -0.2363  0.1224  0.1061
Si  0.0848  3.7655  9.8355  -0.3138  -0.149  0.3908
Si  -0.1016  9.1147  10.2253  -0.3901  0.2475  0.2793
Si  0.1958  12.22  9.576  -0.0682  0.1451  0.6576
Si  3.5395  4.016  10.2291  -0.3055  -0.2995  -0.3664
Si  4.2998  7.8201  10.1262  -0.0218  0.2406  0.3912
Si  4.264  12.4894  9.8453  0.3343  0.0709  0.4616
Si  7.7521  4.3902  9.5326  0.0556  -0.0665  0.6326
Si  7.7993  7.4935  9.7968  0.2034  -0.2773  0.6484
Si  7.8807  12.8364  9.63  0.0731  0.3014  0.735
Si  4.6143  9.0745  17.2072  0.0556  -0.1424  0.2029
Si  2.3667  7.2004  13.8508  -0.0302  -0.0369  0.6135
Si  5.0137  6.3791  12.7604  0.0485  -0.1895  0.4417
Si  6.8668  4.7973  14.3296  0.1593  -0.1677  0.1968
Si  3.1859  9.91  14.8293  -0.2205  -0.0521  0.0976
Si  8.8675  6.9528  14.8376  -0.0325  -0.3043  0.1822
Si  5.3487  11.4386  15.7406  0.2829  0.1639  0.1791
Si  2.7026  12.6353  15.8305  0.0998  0.1191  0.028
Si  7.6214  14.3006  20.7679  -0.1304  0.0027  -0.2505
Si  0.4048  11.7269  19.2075  -0.0564  0.0758  -0.0967
Si  6.2447  8.8724  12.0017  0.1799  -0.2223  0.2305
Si  0.7816  2.5331  17.6114  -0.1371  0.1407  0.121
Si  14.2322  11.6032  21.313  0.2421  0.02  -0.3889
Si  12.861  4.863  12.3202  -0.0616  -0.0557  0.1984
Si  9.8529  9.7282  19.6188  -0.1336  -0.1149  -0.0732
Si  -1.2651  9.0676  13.1493  -0.015  0.1805  0.4963
Si  6.4206  11.7078  11.9148  0.0245  0.3608  0.2879
Si  11.6374  7.6639  15.3655  0.0313  -0.1523  0.4586
Si  5.4598  12.4585  21.7394  -0.0587  0.1392  -0.3964
Si  -1.2593  11.8779  14.4046  -0.0184  0.1226  0.2548
Si  6.517  6.5758  16.6881  -0.0275  -0.0727  0.1183
Si  12.2993  14.255  14.6114  -0.0434  -0.2035  0.2087
Si  7.3847  13.1929  14.3604  0.1555  0.1916  0.3298
Si  10.0835  6.598  20.0711  -0.0425  0.1141  -0.3931
Si  11.053  10.1259  17.0299  -0.0105  -0.1016  -0.0766
Si  12.1819  16.1868  19.8568  0.1073  0.1218  -0.2311
Si  5.4917  6.9044  21.6188  0.0304  -0.0707  -0.338
Si  3.7555  8.8316  20.2101  -0.0125  0.0513  -0.2316
Si  8.0077  11.4305  21.1393  -0.0679  -0.0492  -0.548
Si  10.0632  4.3373  21.8557  -0.0578  -0.133  -0.4279
Si  14.1008  6.4999  21.4517  0.1107  -0.2026  -0.4911
Si  7.2779  16.9326  19.469  0.0562  -0.0695  -0.2172
O  4.0075  9.2192  18.6782  0.0146  -0.0385  0.0919
O  3.9865  8.7608  0.1639  0.1501  -0.4408  0.596
O  15.5022  12.6177  21.1478  0.0023  -0.2902  0.3577
O  7.82  12.4711  0.0836  0.1684  -0.1746  0.3225
O  14.1647  7.6627  20.3048  0.1644  -0.0948  0.3809
O  13.3781  7.1774  22.7607  -0.0299  -0.0727  0.647
O  15.6369  6.0794  21.8251  -0.1441  0.2534  0.0276
O  13.3937  16.7295  20.7932  -0.0648  0.2876  0.2294
O  12.7071  15.3327  18.5762  -0.1975  -0.1029  0.0725
O  6.0527  7.4183  23.0562  -0.1817  -0.1362  0.5517
O  -0.1841  13.1146  18.5415  0.2982  -0.1486  -0.0827
O  2.0538  13.1225  17.2435  -0.1442  -0.0087  -0.2465
O  4.1162  0.0325  0.0669  -0.0102  0.3833  0.6502
O  8.3918  12.8863  20.444  -0.1857  -0.1151  0.3708
O  6.2392  13.8932  21.5464  0.1313  -0.2718  0.1118
O  7.7406  3.8962  -0.2555  0.1973  0.1783  0.6204
O  10.38  3.9546  23.3896  -0.1501  0.2418  0.3259
O  11.1755  15.2894  20.8013  -0.1552  0.2777  0.2038
O  -0.8663  8.6651  11.6319  0.3307  0.1199  -0.3479
O  0.0491  10.7829  10.4411  0.0862  -0.6104  -0.4116
O  -0.6304  10.8671  20.1386  0.0358  -0.0317  -0.2002
O  11.5894  8.6542  16.6323  -0.0972  0.0879  -0.3194
O  3.7902  6.423  13.8334  -0.0024  0.1115  -0.3974
O  6.0898  5.4399  15.607  0.2054  0.1881  -0.1949
O  7.8431  2.857  10.304  -0.0473  -0.0697  -0.7314
O  0.1389  2.1632  10.3969  0.0711  0.0374  -0.6865
O  2.6819  8.8278  13.7073  0.0411  -0.1151  0.0368
O  6.5749  10.2877  12.6819  -0.0598  -0.0186  -0.2492
O  14.2877  4.3503  11.6815  0.3652  0.0174  -0.4638
O  4.8852  9.0479  11.0857  0.0378  -0.4192  -0.0713
O  3.881  13.9731  10.4188  0.0521  0.1187  -0.1214
O  5.9478  7.684  13.0822  -0.0327  0.1775  -0.4149
O  5.5751  10.3674  16.9408  -0.2866  0.0191  -0.3324
O  6.6128  12.9207  12.9711  -0.05  -0.4254  -0.298
O  7.9061  7.2556  16.1329  -0.0485  -0.1423  -0.2654
O  7.6759  11.7797  10.8776  -0.2052  0.2939  -0.0705
O  12.2565  10.7565  17.9271  -0.256  0.1113  0.1737
O  9.7615  9.8681  17.9986  0.277  0.0571  0.2243
O  12.3409  15.5398  13.6246  0.2177  0.2069  -0.4003
O  0.1636  4.7236  11.1841  0.1821  -0.2368  -0.2556
O  8.747  6.0723  19.3229  0.0327  -0.0571  0.3309
O  8.9471  12.7961  14.4134  -0.095  -0.151  -0.1378
O  10.3788  6.6304  15.3844  0.0019  0.4  -0.2283
O  5.3346  11.7862  23.2076  0.0406  0.1077  0.2962
O  -0.9441  11.1252  15.8308  0.0514  -0.0075  -0.2084
O  7.8517  5.892  10.362  -0.0888  0.1503  -0.7343
O  -0.0009  8.6264  14.0633  -0.1925  -0.0325  -0.1267
O  4.9614  11.8068  11.1934  -0.0333  0.1038  -0.2571
O  5.8804  5.0212  13.0388  -0.1048  0.3414  -0.1434
O  6.7253  12.2142  15.4742  -0.1831  -0.052  -0.2554
O  5.1617  8.2562  20.7808  -0.1886  -0.1548  0.1117
O  -1.4496  10.6848  13.3064  0.0451  -0.2267  -0.0414
O  8.2703  5.6176  14.1133  -0.2317  0.2047  0.0875
O  11.7437  14.5841  16.1503  0.292  -0.1948  -0.1026
O  8.4525  10.1314  20.2894  0.1673  0.2367  0.2082
O  4.2839  12.5992  16.1363  -0.1368  -0.3314  -0.1824
O  6.3849  11.3484  20.9912  0.1949  0.2753  0.3599
O  1.6704  12.0564  20.14  -0.0049  -0.1261  0.1757
O  6.5537  5.8092  18.1026  0.1081  0.0823  0.0172
O  4.6435  10.598  14.4974  -0.181  0.0032  0.2896
O  11.44  12.9746  14.0516  0.0802  0.0816  0.1181
O  10.2146  8.21  20.0684  -0.0501  -0.0344  0.0129
O  9.0023  8.2219  13.7944  0.301  0.0749  -0.1719
O  4.4931  6.497  11.1897  -0.1187  0.3477  -0.247
O  7.2034  14.7846  14.6294  -0.0661  -0.0499  -0.1747
O  2.2055  11.1858  15.1933  0.3037  -0.0319  0.0343
O  8.5971  3.6771  21.6688  0.1312  0.0702  -0.0082
O  7.5443  8.462  11.1054  -0.288  -0.2436  -0.0164
O  10.0464  5.9585  21.5779  0.0321  -0.2073  -0.0194
O  7.1075  6.1695  -1.5489  0.3211  -0.285  0.5004
O  1.4791  6.4585  12.6888  0.0822  -0.1729  -0.0802
O  0.3  8.7  -0.1157  -0.2081  -0.2535  0.6155
O  0.4736  6.4406  -1.4269  -0.0914  0.1962  0.5925
O  5.4228  7.7237  16.9085  0.0164  0.1086  -0.0335
O  6.5495  5.9835  20.7968  -0.1798  0.1533  0.1275
O  2.3162  13.7716  14.7336  -0.3489  -0.1548  0.228
O  3.2299  10.0983  21.0558  -0.0546  0.0827  0.0329
O  13.0812  6.9257  15.2479  -0.0138  0.2622  -0.5193
O  11.3639  5.9509  19.295  -0.0755  -0.196  0.3886
O  0.3148  -0.086  -0.0439  -0.1771  0.4671  0.3822
O  3.3444  9.0641  16.2034  0.1623  0.2363  -0.2459
O  7.2843  15.2883  19.5038  0.1516  0.1099  0.4047

Results
free energy: -50297.217 eV
free energy less fixed offsets of O -463.61, Si -117.95 eV per atom: -14.397 eV
pressure: -2.20 GPa
stress xx, yy, zz, yz, xz, xy (GPa, positive in tension): 0.67, 4.13, 1.81, -0.15, -0.53, 0.17

The program warned: the forces do not sum to zero within the program's tolerance.
